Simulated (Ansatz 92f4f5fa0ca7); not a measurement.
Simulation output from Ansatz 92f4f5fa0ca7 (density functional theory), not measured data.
Periodic cell of 236 atoms, Si145O89B2, from a study of silicon, its oxide and their interface. The atomic structure is a simulated model.
Doubt: the cutoff is far below the 930 eV that the study's wrapper takes by default for these files, so forces and energies are approximate.
This geometry differs little from another in the collection (a relaxation step or a small displacement).

Settings
functional: PBE
potential files: Ansatz PAW
basis: plane waves
wave-function cutoff: 580 eV
density cutoff ratio: 5
exchange-correlation grid ratio: 1
k mesh: 1 x 1 x 1, Gamma-centred
self-consistency stop: 5e-08 eV per atom in the density residual
occupations: fixed
spin: none
net charge: 0

Cell vectors (angstrom)
a  11.6015  0  0
b  0  10.938  0
c  0  0  32.0622

Atoms and the computed forces on them: element, x, y, z (angstrom), force x, y, z (eV/angstrom)
Si  -0.1814  -0.0636  23.2588  0.0013  0.0011  -0.0001
Si  3.6873  0.2273  23.076  0.0007  0.003  -0.0015
Si  7.562  -0.1217  23.4299  0  0.0008  -0.001
Si  1.6961  1.3836  23.3999  -0.0007  0.0003  -0.0003
Si  5.7496  1.4269  23.1751  0.0007  -0.0017  0.0005
Si  9.4584  1.2332  23.3376  0.0014  -0.0007  -0.0009
Si  0.1793  5.3443  23.4341  0.0004  0.0012  -0.0036
Si  4.1288  5.3091  23.3776  0.0025  0.0022  -0.0025
Si  8.043  5.6171  23.532  0.0021  0.0008  -0.0008
Si  2.1776  6.6187  23.3599  0.0002  0.0021  0.0006
Si  5.9747  6.7788  23.4667  -0.0009  0.0001  -0.0009
Si  10.0131  6.8821  23.5877  0.0002  0.0013  0.0002
Si  1.9113  2.6731  25.3689  0.0009  0.0002  -0.0007
Si  5.8383  2.6666  25.2461  0.0007  0  0.0007
Si  9.6433  2.6959  25.2421  0  -0.0003  -0.0009
Si  11.6099  4.0229  25.3602  -0.0002  0.001  0.0007
Si  3.899  3.9841  25.308  -0.0011  -0.0001  0.0014
Si  7.7518  4.0992  25.3288  -0.001  0.0017  0.002
Si  1.9858  8.1637  25.1958  0.001  0.0011  0.0017
Si  5.7835  8.1771  25.3544  -0.001  0.0007  0.0003
Si  9.7185  8.2755  25.4222  0.0007  0  0.0007
Si  11.6482  9.5704  25.2561  -0.0006  0  -0.0006
Si  3.8767  9.6027  25.0578  0  -0.0007  -0.0018
Si  7.6977  9.5329  25.3943  0.0012  0  -0.0003
Si  11.6552  -0.0033  27.2026  -0.0002  0.0004  -0.0005
Si  3.9066  -0.0479  27.1157  0.0012  0.0015  -0.002
Si  7.7639  -0.0075  27.2758  0.0003  -0.0006  -0.0002
Si  1.9903  1.3204  27.2698  0.0003  0.0008  0.0012
Si  5.8324  1.3305  27.1991  -0.0011  0.0005  -0.0005
Si  9.7018  1.3424  27.1966  0.0015  0.0008  -0.0009
Si  11.5988  5.4746  27.2265  0.0011  0.0003  0.0004
Si  3.8523  5.4266  27.2085  -0.0007  0.001  0.0009
Si  7.7187  5.4651  27.2555  0.0005  -0.0011  0.0003
Si  1.9443  6.8324  27.1776  0.0002  -0.0012  -0.0007
Si  5.7657  6.8044  27.2635  0.0017  0.0002  0.0003
Si  9.6607  6.8213  27.273  -0.0014  0.0007  0.0002
Si  1.9489  2.7267  29.1713  -0.0019  -0.0001  0.0004
Si  5.7971  2.7134  29.1396  -0.0002  -0.0001  0.0019
Si  9.6837  2.7271  29.141  -0.0008  -0.0001  0.0019
Si  0.0151  4.1008  29.1575  0.0021  0.0001  -0.0016
Si  3.8709  4.0915  29.1633  0.0025  0.0005  -0.0013
Si  7.7338  4.0832  29.1693  0.0006  0.0011  -0.0036
Si  1.9462  8.1879  29.1359  0.0013  -0.0006  0.0003
Si  5.7939  8.1945  29.172  0.0023  -0.0009  -0.0027
Si  9.677  8.2052  29.183  0.0014  -0.0006  -0.0031
Si  0.014  9.564  29.1461  0.0002  0.0016  0.0015
Si  3.8747  9.5706  29.1185  -0.0017  0.0016  0.003
Si  7.7369  9.5512  29.1857  -0.0013  0.0012  -0.0002
Si  0  0  31.0965  0.0324  0.0163  -0.0872
Si  3.8672  0  31.0965  -0.0119  0.0176  -0.2427
Si  7.7343  0  31.0965  -0.0326  0.052  0.0966
Si  1.9336  1.3673  31.0965  -0.014  -0.0673  0.0753
Si  5.8008  1.3673  31.0965  -0.0034  -0.0055  -0.1186
Si  9.6679  1.3673  31.0965  0.0109  -0.0604  -0.1067
Si  0  5.469  31.0965  0.0085  -0.0128  -0.0147
Si  3.8672  5.469  31.0965  0.0198  0.0303  -0.0294
Si  7.7343  5.469  31.0965  -0.0041  -0.0343  0.0072
Si  1.9336  6.8362  31.0965  0.0171  -0.0003  -0.1279
Si  5.8008  6.8362  31.0965  -0.035  -0.061  0.0758
Si  9.6679  6.8362  31.0965  0.0369  -0.1272  0.1022
Si  1.9336  2.7345  0.9679  -0.0383  -0.0342  0.1466
Si  5.8008  2.7345  0.9679  -0.0135  -0.031  -0.1653
Si  9.6679  2.7345  0.9679  0.0095  -0.0042  0.1023
Si  0  4.1018  0.9679  -0.0803  -0.0349  -0.1259
Si  3.8672  4.1018  0.9679  0.0221  -0.0184  0.1463
Si  7.7343  4.1018  0.9679  0.031  0.0104  0.0085
Si  1.9336  8.2035  0.9679  -0.0073  0.0205  -0.0699
Si  5.8008  8.2035  0.9679  0.0149  0.0387  0.005
Si  9.6679  8.2035  0.9679  -0.0456  0.1147  0.0105
Si  0  9.5708  0.9679  -0.0251  0.039  0.1349
Si  3.8672  9.5708  0.9679  -0.0609  -0.0043  0.0941
Si  7.7343  9.5708  0.9679  0.0403  -0.0072  0.0652
Si  11.5793  -0.0103  2.938  0.0018  -0.0054  0.0011
Si  3.8349  0.0055  2.9257  0.0031  -0.0029  0.0054
Si  7.74  -0.0146  2.9204  -0.0012  -0.0028  0.0008
Si  1.9015  1.3848  2.9322  -0.0047  0.0025  -0.0019
Si  5.7997  1.3365  2.8636  -0.0011  0.0009  0.0012
Si  9.6504  1.3663  2.9197  0.0036  0.0036  -0.0032
Si  11.5604  5.4861  2.8712  0.0003  0.0006  0.004
Si  3.8659  5.4774  2.9152  -0.0034  0.0004  -0.0014
Si  7.7309  5.4865  2.8884  0.0059  0.0016  0.0005
Si  1.9079  6.8074  2.8709  -0.0008  -0.001  -0.0019
Si  5.8041  6.8424  2.8969  0.0005  -0.0007  0.0004
Si  9.6497  6.8667  2.9121  -0.0009  -0.0117  -0.0129
Si  1.8794  2.8227  4.8388  0  -0.0042  0.0067
Si  5.7971  2.7258  4.7505  0.0042  -0.0006  0.0005
Si  9.6001  2.7639  4.8481  0.0029  0.0014  0.0027
Si  11.5152  4.139  4.795  0.0045  0.0018  -0.005
Si  3.8721  4.1201  4.864  -0.0023  -0.0023  -0.0006
Si  7.6977  4.152  4.8313  -0.0069  0.0005  0.003
Si  1.8776  8.1435  4.8001  0.0109  -0.0061  0.0029
Si  5.8067  8.2445  4.8029  -0.0064  -0.0035  0.0028
Si  9.6402  8.1438  4.9565  -0.0013  0.0379  -0.0082
Si  11.5845  9.5706  4.9035  -0.0065  0.0018  -0.005
Si  3.8168  9.4699  4.8023  -0.0016  0.0023  -0.0008
Si  7.7521  9.6134  4.9053  0.0059  -0.0013  -0.0014
Si  11.5862  0.1259  6.819  0.003  -0.0092  0.0041
Si  3.7819  -0.0404  6.6483  0.0034  -0.0075  0.001
Si  7.7517  0.0476  6.9116  0.0077  0.0042  -0.0008
Si  2.0264  1.4632  6.7613  0.0028  0.0142  -0.0074
Si  5.7355  1.2842  6.6276  -0.0058  0.0071  -0.0034
Si  9.691  1.5016  6.8676  -0.0124  0.0077  0.001
Si  11.3009  5.613  6.6676  0.0041  -0.0214  0.0112
Si  3.88  5.4874  6.8495  0  -0.018  0.0036
Si  7.8176  5.7003  6.6921  0.0001  -0.0266  0.0167
Si  1.8168  6.7295  6.708  -0.0018  0.0157  -0.0036
Si  5.8175  6.9554  6.7685  0.0009  0.0197  -0.0067
B  9.5919  6.5778  6.2323  -0.0066  -0.0069  0.0142
O  7.7288  9.9177  8.2125  0.0005  -0.0015  0.0006
O  7.6577  4.8613  8.1282  0.0146  0.0133  0.0004
O  3.4331  10.4231  8.2284  -0.0004  0.0023  0.0017
O  1.7804  7.7636  8.0029  0.0018  -0.0052  -0.0013
O  3.9538  4.5891  8.2716  -0.0004  0.009  -0.0034
O  9.8844  2.4389  8.2469  0.0038  -0.002  -0.0024
O  2.5883  2.3287  8.1077  -0.0008  -0.0018  0.0002
O  11.2163  4.7426  8.0787  -0.0113  -0.0016  0.0062
O  5.3411  2.3902  7.8049  0.0012  0.0013  0.0002
O  5.8898  7.9523  8.1149  -0.0033  -0.0049  -0.0032
O  11.2538  10.1118  8.136  0.008  0.0005  0.0014
O  11.2959  10.0806  21.7816  0.0005  0.0009  0.0006
O  3.2699  10.7805  21.4812  0.0016  0.0003  0.0005
O  5.7707  7.7959  22.1595  0  0.0003  0.0005
O  4.2307  4.4641  21.9253  0.0001  0.0001  0.0009
O  7.6851  9.6994  22.1716  0.0007  0.0012  0
O  10.2892  7.6856  22.1613  -0.0007  0.001  -0.0005
O  1.6136  2.4165  22.1026  0.0006  0.0001  -0.0002
O  5.9617  2.4615  21.8653  0.0004  0.0015  0.0006
O  8.4746  4.7245  22.1925  0  0.0014  -0.0005
O  -0.0386  4.4901  22.0035  0.0016  0.0017  0
O  2.3748  7.4626  21.9459  -0.0004  0.0015  0.0017
O  9.1527  1.8765  21.8333  0.0011  -0.0009  -0.0005
Si  1.8691  8.0445  9.5852  0.0002  -0.0045  0.0061
Si  5.0819  0.6464  17.6373  0.0017  0.0001  -0.0008
Si  2.5143  5.5054  13.9766  0.0021  0.0014  -0.0006
Si  10.6218  3.9666  14.0578  -0.0004  0  -0.0001
Si  8.345  2.4349  15.2155  0.0033  -0.0005  -0.0013
Si  9.5701  2.2618  20.3112  0.0006  0.0004  -0.0015
Si  10.5295  3.6885  9.1035  0.0021  0.017  -0.0012
Si  0.125  2.4847  11.5961  -0.0003  0.0045  0.001
Si  11.0693  8.2399  15.4561  0.0025  0.0035  0.0012
Si  5.2065  6.9978  13.9616  -0.0001  0.0025  0.0001
Si  5.7526  2.6783  11.0587  0.0024  0.003  0
Si  8.593  7.6756  19.368  -0.0009  0.0013  -0.0005
Si  8.1367  4.8643  20.609  0.0018  0.0002  -0.001
Si  5.9972  9.661  15.1478  0.0013  0.0012  -0.0006
Si  2.1336  7.6769  20.3527  0.0003  0.002  -0.003
Si  1.9798  4.9309  18.7962  -0.0007  0.0022  0.0005
Si  4.5358  3.4923  17.984  0.0013  -0.0004  -0.0014
Si  8.5225  8.9807  16.8213  0.0013  0.0037  -0.0011
Si  0.8629  9.623  13.3669  -0.0008  -0.0016  -0.0007
Si  10.0238  10.8722  11.7591  0.0009  0.0044  0.0055
Si  5.37  3.7308  20.9984  0.0013  -0.0002  -0.0015
Si  0.6334  5.6079  16.273  0.0017  0.0028  0.0022
B  11.2733  9.8372  9.4728  -0.0052  0.0039  -0.005
Si  6.5735  8.9018  21.2741  -0.0002  0.0015  -0.0017
Si  7.1588  7.1555  11.4924  0.0003  -0.0005  -0.0005
Si  2.7268  0.7973  12.2159  -0.0012  0.0026  -0.0007
Si  10.8906  8.6818  21.0257  0.0015  -0.0013  -0.0004
Si  6.086  4.3834  15.5991  0.0007  0.0018  -0.0005
Si  7.1518  0.5631  12.9068  0.0008  0.0013  -0.0008
Si  4.0288  2.9756  8.5827  0.0032  -0.0042  0.0024
Si  0.8453  6.9116  11.9075  0.0017  0.0008  -0.0018
Si  6.6415  9.0486  9.0763  0.0019  0.0013  0.0078
Si  0.6908  3.3152  21.1192  0.0004  -0.0001  0.0013
Si  9.7987  6.626  12.9635  0.0012  0.0004  -0.0009
Si  7.776  4.5901  9.7271  0.0052  -0.0095  -0.0061
Si  4.0105  10.1166  20.1711  0.0025  0.0004  -0.0004
Si  4.3038  3.1302  13.4776  0.0031  0.0019  -0.002
Si  3.9316  10.0452  9.7415  0.001  0.0011  0.0009
Si  8.0845  0.832  17.9893  -0.0007  -0.0025  0.0017
O  11.6432  3.4146  12.9223  0.0028  -0.0009  -0.0034
O  9.3629  4.3772  10.0243  -0.0062  -0.0045  -0.0119
O  8.7978  3.6093  19.8382  -0.0003  0.0004  0.0008
O  4.0979  -0.0281  18.7545  0.0001  0.0007  0.001
O  11.3322  4.6373  15.3495  0.0021  0.0025  0.0009
O  10.2152  10.1938  10.2783  0.0083  -0.0022  -0.0057
O  3.8292  1.618  13.0978  0.002  0.0008  0.0007
O  0.6821  9.1861  14.9267  -0.0015  0.0011  -0.0015
O  6.5089  1.0947  18.3253  0.0036  0.0011  -0.0012
O  4.7974  3.2024  19.5747  0.0014  0.0015  0.0013
O  6.3043  1.2662  11.6923  0.0013  0.0013  0.0019
O  0.7576  9.1827  9.9978  -0.0037  0.0011  -0.0003
O  5.6839  4.3651  17.1919  0.0002  0.0011  0.0013
O  8.4086  7.2729  12.505  -0.0015  0.0028  -0.0025
O  4.3738  2.6231  10.1462  -0.0002  0.0007  0.0003
O  2.0942  5.7017  15.5378  0.0039  0.0021  0.0003
O  3.4205  0.0555  10.947  0.0005  0.0007  0.0006
O  5.8757  7.2599  12.4891  0.0012  0.0009  0.0003
O  2.3728  6.3678  19.4349  0.0008  0.002  0.0027
O  0.7094  5.0189  17.7841  0.0035  0.0008  0.0039
O  8.4758  10.7761  12.2615  -0.0013  0.0019  0.0005
O  5.5498  10.0852  9.6994  0.0011  0  -0.0015
O  0.5942  8.1663  20.1998  0.0061  -0.0032  0.0029
O  9.8365  2.6798  14.647  -0.0011  0.0005  0.0036
O  2.0616  10.7023  13.279  0.0012  0.0026  -0.0009
O  9.9995  9.197  16.1947  -0.0013  0.0005  0.0028
O  6.2299  10.4167  13.7129  0.001  0.0019  -0.0002
O  7.5438  1.6608  14.0383  0.0031  0.0032  0.002
O  1.6892  3.9188  20.0128  0.0009  0.0017  -0.0013
O  5.9575  5.8525  14.8821  0.0021  0.0007  -0.0001
O  7.4183  9.0135  15.637  0.0036  0.0017  0.0012
O  1.5531  1.7264  11.5989  0.0022  0.0016  0.0007
O  7.3083  8.3317  10.3727  0.0002  -0.0001  -0.0014
O  4.3396  2.0448  17.2399  0.0013  0.0022  0.0007
O  6.9588  3.25  10.1397  0.0088  0.0178  -0.007
O  11.6255  7.1047  16.4685  0.0004  0.0027  0.0017
O  8.2204  10.1735  17.8508  -0.0005  0.0046  -0.0005
O  3.3565  8.5423  10.0184  -0.0006  0.0015  -0.001
O  7.6299  3.8745  15.4963  0.0024  0.0005  0.0009
O  3.188  4.3718  17.8826  -0.0007  0.002  0.0011
O  2.9417  3.9837  13.6333  0.0009  0.0032  0.0032
O  1.3342  8.3356  12.5079  0.0014  0.0062  0.005
O  1.2543  5.7977  13.0015  0.0013  -0.0002  0.0016
O  5.0497  8.3777  14.8223  0.0009  0.0002  0.0006
O  11.1885  2.4331  20.3036  0.0002  0.0015  0.0001
O  11.0226  10.1835  12.8447  0.0041  -0.0031  0.0009
O  5.3236  3.6598  12.3021  -0.0027  0.0012  0.0029
O  5.1266  3.2746  14.8682  0.0019  0.0005  -0.0018
O  6.5039  4.8375  20.5612  0.0012  0.0008  0.0007
O  8.4653  1.5724  16.5898  0.0006  0.0006  -0.0015
O  10.4267  1.5015  11.6194  0.0006  0  0.0023
O  10.837  6.7953  11.7123  0.0006  0.0003  0.0003
O  3.2274  8.7455  19.8126  -0.0049  -0.0018  0.0027
O  1.5422  6.6969  10.45  0.0013  0.0037  -0.0021
O  7.1786  8.1731  19.9744  0.0015  -0.0003  0.0016
O  8.4907  7.6207  17.7346  0.0011  0.0003  0.0013
O  3.7034  6.5237  13.6131  0.0013  0.0002  0.0008
O  9.6123  5.0608  13.3771  -0.0007  0.0015  0.0004
O  5.5388  9.9944  20.7005  -0.0001  -0.0024  0.0004
O  10.3429  7.4802  14.2213  0.0008  0.0033  0.0026
O  8.8132  6.165  19.92  -0.0006  -0.0013  0.0011
O  7.1572  5.7662  10.6536  0.0038  0.0029  0.0003
O  5.3413  10.6233  16.3185  0.0001  0.0023  0.0013
O  9.0999  1.176  19.2062  0.001  0.0012  -0.001
O  11.6877  3.264  10.1651  -0.0049  0.006  -0.0082
O  9.7498  8.7231  19.8606  0.0017  0.0002  0.0013

Results
free energy: -143103.092 eV
free energy less fixed offsets of B -154.04, O -568.88, Si -635.61 eV per atom: -1.242 eV

The program warned: the cutoff lies below the one the program advises for these potential files; the exchange-correlation potential is rough where the density is thin.
